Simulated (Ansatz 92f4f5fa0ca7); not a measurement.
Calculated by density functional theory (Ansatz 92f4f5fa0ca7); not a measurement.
Periodic cell of 157 atoms, Si96O55N6, from a study of silicon, its oxide and their interface. The atomic structure is a simulated model.

Settings
functional: r2SCAN
potential files: Ansatz norm-conserving
basis: plane waves
wave-function cutoff: 1300 eV
density cutoff ratio: 4
exchange-correlation grid ratio: 1
k mesh: 2 x 2 x 1, shifted by 0.5 0.5 0.5 of a step
self-consistency stop: 5e-08 eV per atom in the density residual
occupations: Fermi-Dirac, 0.05 eV
spin: none
net charge: 0

Cell vectors (angstrom)
a	10.88	0	0
b	0	10.88	0
c	0	0	22.4972

Atoms and the computed forces on them: element, x, y, z (angstrom), force x, y, z (eV/angstrom)
Si	-0.0014	0.1728	0.4138	-0.76	0.6426	-0.6445
Si	3.9182	2.3728	-0.4455	-1.9254	-0.9314	1.1615
Si	-0.2524	5.6827	-0.7446	-0.0064	0.5311	-0.4174
Si	2.557	8.2497	-0.4252	-0.0652	0.1547	-0.1245
Si	6.202	0.2635	-0.2435	-0.0922	-0.7306	1.0706
Si	8.6143	2.2089	-0.2377	1.1808	0.8281	-0.1197
Si	5.7758	5.4873	-0.3321	-1.9019	-0.225	0.1981
Si	7.8785	9.3439	-0.372	0.7159	0.044	-1.1112
Si	1.7398	1.1033	1.442	1.8582	-0.6207	-0.8342
Si	4.1603	4.1706	1.1568	1.7064	-0.709	-0.6449
Si	1.3652	6.6959	0.9359	-0.5138	-0.0131	0.0232
Si	4.2177	8.9923	1.1051	-1.2695	2.2638	-0.7892
Si	7.2481	1.4444	1.4547	-0.8763	-0.4739	-0.1432
Si	9.411	4.2519	0.7522	0.1218	-0.3119	-1.6038
Si	6.9178	6.7062	1.2316	-0.1852	1.2091	-0.6593
Si	9.4794	9.6821	1.4856	-0.1344	-0.9353	-0.337
Si	0.4391	2.5572	2.557	0.52	0.3365	1.9569
Si	3.0662	-0.2447	2.7379	-0.6657	-1.2377	0.0036
Si	0.042	7.9774	2.5258	0.1508	0.667	-0.6195
Si	2.7305	5.3598	2.4879	-0.8687	0.1948	0.408
Si	5.6227	2.7324	2.4978	-0.3796	0.6232	0.5959
Si	8.2373	0.0273	2.975	0.0415	-0.1493	-0.1582
Si	5.3559	7.8981	2.6317	1.7358	-0.3323	0.7948
Si	8.2911	5.3763	2.4237	0.3483	-0.2317	0.7543
Si	1.5015	4.0124	4.0567	-0.2842	0.2015	-0.0675
Si	4.2696	1.3587	4.0325	0.4984	-0.8795	-0.6905
Si	1.4125	9.2573	4.0306	0.9466	0.8586	-0.204
Si	3.9922	6.6937	4.0246	0.3832	-0.81	-0.0975
Si	6.9338	4.1015	3.8726	-0.3089	-0.467	0.7351
Si	9.8198	1.4133	4.0006	-0.8853	-0.3187	0.5495
Si	6.7304	9.4161	4.0474	-0.262	-0.1226	-0.2944
Si	9.6218	6.6283	3.8672	-0.5562	0.1687	0.4103
Si	0.0834	-0.1158	5.3249	0.9241	-0.0454	0.1242
Si	2.8654	2.5857	5.3876	-0.801	0.0799	-0.3424
Si	-0.0023	5.371	5.3822	0.874	-0.2096	-0.9314
Si	2.8051	7.9642	5.5335	-0.8388	0.7482	0.0905
Si	5.422	-0.1158	5.5081	0.7274	0.7511	-0.1203
Si	8.2944	2.7132	5.3719	0.0196	0.5557	-0.8124
Si	5.4283	5.3239	5.3389	0.0844	-0.8999	-0.5843
Si	8.0823	7.9145	5.2255	0.0842	0.0244	0.4964
Si	1.5162	1.217	6.7587	-0.1652	-0.6488	0.6164
Si	4.0599	3.9521	6.7423	0.7373	0.3935	1.1559
Si	1.2682	6.6791	6.791	0.4966	0.2099	1.2235
Si	4.1804	9.3863	6.9476	-1.169	0.6271	-0.0521
Si	6.8801	1.4305	6.7263	-0.108	-1.2254	0.6511
Si	9.6332	4.053	6.7328	-1.2823	0.1113	0.8069
Si	6.7003	6.5684	6.7658	0.4007	1.0627	-0.6405
Si	9.535	9.3395	6.4676	-0.2841	-0.1897	0.741
Si	0.0931	2.6757	8.0412	0.2502	0.004	0.2686
Si	2.6848	-0.2104	8.4516	0.369	0.5668	-0.6352
Si	-0.2554	8.0583	8.1519	0.7322	0.1588	-0.0276
Si	2.683	5.2751	8.2464	-0.0647	-0.4731	-0.8102
Si	5.3685	2.5596	8.2959	0.3969	1.4938	-0.5561
Si	8.4209	-0.0691	7.9276	-1.0731	0.3624	-2.4237
Si	5.3492	7.8665	8.194	-0.0537	-0.9628	-0.4685
Si	8.1959	5.489	8.1495	0.0645	-1.9163	0.2034
Si	1.3699	3.8607	9.6359	0.5729	0.3308	0.4688
Si	4.0312	1.3517	9.8305	-0.4624	-0.8308	0.1474
Si	1.0559	9.4008	9.6941	-0.3474	0.4909	-0.6305
Si	3.846	6.7848	9.6061	0.8448	-0.425	-0.7816
Si	6.551	4.3834	9.5537	0.5121	-0.3312	-0.6516
Si	9.6702	1.1921	9.2202	0.9076	0.5966	1.0833
Si	7.1355	9.7982	9.4231	0.4436	-1.8317	1.5191
Si	9.622	6.4715	9.6742	-0.9679	1.5285	0.7446
Si	-0.1406	0.1531	11.0705	-0.4183	0.3906	-0.1742
Si	2.3017	2.2622	11.2556	-0.5902	0.2794	-0.3838
Si	0.6282	5.8044	10.835	-0.6559	-1.5486	0.7037
Si	3.1583	8.4693	13.5721	-0.2343	-1.8326	2.3803
Si	6.0245	0.4024	10.7366	-0.2591	0.3009	0.6439
Si	7.3907	2.935	11.3524	-0.4144	1.2925	0.878
Si	5.2851	5.6936	11.1038	-0.0975	-0.7474	-0.9617
Si	7.8634	7.0863	12.3242	0.0866	-0.351	0.8029
Si	5.3055	3.858	13.1715	-0.2086	0.7131	1.6372
Si	8.7487	2.2736	19.2236	0.1337	0.8004	-0.4303
Si	-0.6709	6.0644	13.6897	0.4256	0.1224	0.3729
Si	6.7432	8.8161	14.5466	2.2323	1.3794	1.3993
Si	14.1606	1.4973	17.3939	0.2106	-0.3308	-0.5195
Si	15.779	1.4689	14.994	-1.295	-0.9766	1.4681
Si	6.1525	1.4032	17.727	-0.4999	0.0162	1.4724
Si	8.163	10.0136	12.2621	-0.2682	-0.9044	-1.3998
Si	-3.5925	7.0303	16.7408	0.4599	0.7025	1.3656
Si	9.7582	8.3009	17.4279	0.2132	0.4932	-0.3203
Si	0.8749	7.9486	15.3548	-0.1598	1.4389	0.4986
Si	14.3493	3.8758	15.6988	0.4444	2.2551	-0.9383
Si	5.3651	-0.4269	13.6289	0.2705	-0.0612	-0.265
Si	12.9616	-3.2562	10.7192	-0.0901	0.3478	1.7366
Si	9.7416	8.1934	20.2878	1.6868	-1.0857	-2.4869
Si	16.043	6.2663	14.8766	-1.2558	-0.4919	1.0972
Si	0.0963	4.1485	18.996	1.2235	0.633	0.7472
Si	4.4103	4.1612	20.1288	0.7784	1.6223	-2.2801
Si	4.066	6.4508	20.1285	-0.5714	-0.0255	1.2752
Si	5.1612	5.493	17.7031	0.3098	0.0825	-1.1877
Si	11.9978	-0.8501	21.2343	0.8736	-0.0801	0.4619
Si	11.7044	1.2837	19.0497	0.1184	0.1007	1.6924
Si	7.4109	9.6728	17.4184	1.9188	0.9657	-0.6648
Si	11.7467	5.1586	15.9992	-0.0852	0.2711	0.2326
O	-0.2191	3.4212	23.904	-0.2722	0.9369	-0.6963
O	-0.8382	1.3907	-0.4053	-0.3078	-0.3659	0.6999
O	3.428	3.0251	20.6406	0.162	-0.5126	-0.2837
O	-2.8092	2.1226	20.7215	0.3355	0.109	-0.3812
O	-1.2244	6.947	21.2872	0.8245	-0.6799	1.1335
O	0.3481	5.1259	-2.1906	-0.05	0.112	0.3069
O	0.2526	9.056	20.3115	-1.7298	-1.1175	-0.3111
O	5.2678	6.7613	21.2019	0.6405	-0.5271	1.1969
O	7.4359	-2.9974	0.1796	-0.531	-0.2936	0.5956
O	5.1375	1.3771	21.6961	0.7774	-0.0049	-0.5299
O	5.7474	4.1933	-1.3806	0.8859	-0.0285	-0.0135
O	5.2431	9.9136	22.7055	-0.5276	-0.5806	0.3352
O	9.0169	9.6846	17.7364	-1.0087	0.4349	1.2467
O	2.6903	12.2598	22.5521	0.0493	0.9437	0.9618
O	8.4283	9.0663	20.5284	-0.4676	0.6473	1.5414
O	13.7519	7.417	20.643	0.0585	0.2157	0.1527
O	8.2409	-1.2874	10.6624	-0.351	0.2917	-0.0783
O	-1.1727	-0.2255	12.3282	-0.5383	0.2607	0.1457
O	0.9765	1.2383	11.579	0.7094	-0.0139	-0.1127
O	-2.2572	6.0294	13.332	0.1111	0.1553	0.032
O	2.4464	7.8747	12.3223	-1.0573	-0.6213	-2.4776
O	-0.4287	5.1147	15.0022	0.208	0.4599	0.0267
O	-0.0061	8.8555	16.4227	1.9618	-1.219	-0.7141
O	6.5858	-2.6335	9.1919	0.4333	1.6448	0.3867
N	6.5354	-0.0994	12.3564	-0.3083	-0.2219	-0.1441
O	6.5619	2.8218	12.8191	0.7378	0.4746	-1.3167
O	14.481	0.8403	15.9471	1.5668	-0.0828	-1.1805
O	6.8356	19.1355	17.7821	-0.4347	-1.7187	0.126
N	4.5424	4.3612	11.7824	-0.0748	0.2259	0.7142
N	7.9174	8.5853	13.1942	-0.9865	0.3183	0.5935
O	6.3426	6.678	11.8843	0.209	0.4	0.1112
O	4.5954	1.3605	18.381	0.3358	0.5425	-0.9602
N	4.4437	3.0449	14.4959	-0.4587	0.0977	-0.4916
O	1.4976	6.679	16.1709	-1.1762	-0.2911	-0.6413
O	5.9339	5.2178	13.9596	-0.6032	-1.9525	-0.6405
O	-3.5025	2.2921	18.3156	0.7297	0.0137	0.0982
O	7.2555	12.4311	10.582	-0.2589	-0.8621	-0.5814
O	6.6347	10.8194	18.1966	0.0336	-0.6751	-0.6161
O	10.0404	12.0853	18.9469	-0.5662	0.3427	-0.0709
N	17.2568	7.3493	15.3431	0.2535	0.1193	-0.0663
N	15.2239	5.3552	16.2052	0.8353	-0.0216	-1.1384
O	16.9403	1.7018	16.1586	0.0462	-0.2138	-0.6231
O	4.0379	7.1571	14.1548	-0.613	1.7527	-0.9643
O	3.9173	-1.0942	13.1107	1.615	1.1873	0.0015
O	12.926	8.8519	14.7037	0.7802	-0.0587	-0.0048
O	11.0731	5.4801	12.4285	-0.0106	0.3988	-0.6998
O	7.5733	9.7451	15.7865	-2.0015	-0.7056	-1.9076
O	1.5197	11.2577	20.2558	-0.7712	0.5223	-0.7434
O	11.3376	4.6982	17.5112	0.4938	-0.0506	-0.1132
O	8.7802	-3.8153	11.0294	0.9816	-0.2414	-1.9625
O	1.8721	0.8925	17.873	-0.586	0.1405	-0.0295
O	4.6567	6.6977	18.6744	-0.2545	0.7566	-1.351
O	6.7797	5.6637	17.4348	-0.3454	0.4162	-0.3568
O	3.0573	3.041	16.977	0.208	-0.2085	1.2131
O	1.9867	4.3369	15.1664	0.5157	-0.2645	0.1716
O	11.8923	2.8624	19.4063	-0.1151	0.0586	-0.7769
O	9.9283	-3.424	18.783	0.0995	1.0687	1.6895
O	10.8216	-3.31	14.08	-0.7821	-1.6848	-0.2188
O	8.8942	7.2355	16.5885	-1.4386	-1.177	-1.2331
O	9.4288	3.787	18.9751	-1.6773	-1.9193	0.4828
O	15.8593	4.1526	18.5239	-0.67	-1.8347	2.64

Results
free energy: -38565.167 eV
free energy less fixed offsets of N -289.75, O -463.61, Si -117.95 eV per atom: -4.917 eV
pressure: -0.16 GPa
stress xx, yy, zz, yz, xz, xy (GPa, positive in tension): 0.24, -1.52, 1.75, 0.32, -1.37, -0.44
